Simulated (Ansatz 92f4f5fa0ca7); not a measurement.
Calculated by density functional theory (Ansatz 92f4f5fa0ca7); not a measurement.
Periodic cell of 256 atoms, Si144O112, from a study of silicon, its oxide and their interface. The atomic structure is a simulated model.

Settings: functional r2SCAN; potential files Ansatz PAW; basis plane waves; wave-function cutoff 800 eV; density cutoff ratio 5; exchange-correlation grid ratio 1; k mesh 1 x 1 x 1, shifted by 0.5 0.5 0 of a step; self-consistency stop 1e-10 eV per atom in the density residual; occupations fixed; spin none; net charge 0.

Cell vectors (angstrom)
a 10.88 0 0
b 0 10.88 0
c -2.0302 -3.4687 36.2032

Atoms: element, x, y, z (angstrom)
Si 1.6397 -1.6074 0.151
Si 4.2828 1.0322 -0.0058
Si 0.9849 4.3848 0.1419
Si 3.8336 -3.7911 0.0777
Si -4.3788 -1.1892 -0.0453
Si -1.5479 1.6645 -0.0172
Si 7.1591 3.8929 0.0865
Si -1.2249 -4.2855 0.1333
Si 2.7745 -0.0314 1.4377
Si 5.4629 2.6908 1.2342
Si 2.6847 -5.4087 1.3372
Si 5.4105 -2.6854 1.3999
Si -2.7379 0.0089 1.2063
Si -0.0475 2.7438 1.4301
Si 8.1907 5.4168 1.5078
Si 0.0012 -2.7298 1.3908
Si 1.3653 1.3657 2.7025
Si 4.089 4.0662 2.612
Si 1.3554 -4.0853 2.7718
Si 4.107 -1.358 2.8292
Si 6.8071 1.3495 2.6628
Si 9.5347 4.0715 2.8631
Si 6.7705 6.8125 2.7287
Si -1.3869 -1.3174 2.644
Si -0.021 0.0091 4.048
Si 2.7373 2.7389 4.036
Si 0.0291 5.4451 4.1567
Si 2.7129 -2.7288 4.1291
Si 5.4867 0.0234 4.1063
Si 8.1312 2.6829 4.1073
Si 5.4044 5.426 4.0471
Si 8.1568 -2.6872 4.0456
Si 1.3711 -1.3594 10.9211
Si 4.0794 1.3509 10.9358
Si 1.3503 4.0794 10.8528
Si 4.0572 -4.0512 10.7967
Si 6.7928 -1.3549 10.8426
Si -1.3494 1.3667 10.8118
Si 6.8133 4.0776 10.8931
Si -1.359 6.7926 10.9338
Si 2.7168 -0.0101 12.3223
Si 5.4612 2.728 12.2722
Si 2.7091 5.4874 12.156
Si 5.3818 -2.6944 12.1606
Si -2.6847 -0.0006 12.1595
Si 0.0054 2.6867 12.1926
Si 8.1532 5.4204 12.2889
Si 0.0125 -2.7167 12.2974
Si 1.3206 1.352 13.6474
Si 4.0557 4.1508 13.5238
Si 1.3999 -4.0832 13.6265
Si 4.0895 -1.3873 13.6565
Si -4.0127 1.3284 13.5564
Si -1.3267 4.0213 13.589
Si 6.71 -4.0518 13.5156
Si -1.3594 -1.3196 13.6053
Si -0.2316 0.1985 15.032
Si 2.4979 3.007 14.8237
Si 0.2698 -5.7179 14.8703
Si 2.9528 -2.9621 15.0143
Si 5.7416 -0.2355 14.8775
Si -2.4335 2.4173 14.9059
Si 5.1597 5.7123 14.8844
Si -3.0128 -2.48 14.7803
Si 2.6528 -5.017 -6.4108
Si 4.0906 4.1831 21.6246
Si 0.043 -4.9029 23.6327
Si 0.9608 -1.747 -9.8339
Si -2.4948 -4.3405 21.9928
Si 3.7544 1.4888 -7.424
Si 7.5766 2.6339 -5.814
Si 5.3356 -1.7301 -5.1809
Si 3.808 2.6569 -2.4844
Si -0.8508 4.0312 -4.7432
Si 1.704 -1.049 17.1884
Si -1.7179 1.0275 -7.9704
Si 6.505 5.1144 -7.0044
Si 5.5614 -4.1468 22.0388
Si 3.5154 5.1691 -11.1281
Si 7.1643 -2.0088 21.0423
Si 2.9802 -3.5015 -9.015
Si -0.4774 -0.2574 24.1441
Si 4.515 -2.5015 24.386
Si 5.9532 2.6111 23.6626
Si 1.6309 -2.2945 22.9862
Si 7.2204 -0.7756 -9.4401
Si 7.2908 1.1244 21.2171
Si 7.5372 3.6442 -10.8597
Si 1.3025 3.2828 22.5665
Si 1.0123 0.0502 -7.1795
Si 4.6876 -1.2786 -8.0917
Si -1.7762 -4.3554 -7.5785
Si 5.3076 5.2199 -1.8968
Si 7.0334 4.29 17.02
Si -1.5759 -3.1478 19.641
Si 5.085 -4.5973 -4.7444
Si 0.4244 4.3861 -7.4415
Si -0.2309 -0.2659 -1.9804
Si -1.6559 -4.3879 16.9397
Si 0.603 -4.3558 -4.2785
Si 5.2993 1.1611 -4.6965
Si -2.5049 -2.5088 -2.0836
Si 0.1341 -1.2958 -4.6425
Si -1.8334 -2.8359 -10.3869
Si -2.5443 -2.3912 -5.1583
Si 0.8186 -1.2883 20.231
Si 5.4625 2.7038 19.2278
Si 1.3284 4.0033 -2.848
Si -0.5879 2.8938 -9.988
Si 5.1715 3.7661 -9.106
Si 3.9353 1.2173 16.9621
Si -0.6049 1.1543 21.3885
Si 1.3335 -1.348 5.4313
Si 4.0882 1.3843 5.4144
Si 1.3979 4.0694 5.4635
Si 4.0752 6.7772 5.4598
Si 6.8237 -1.3542 5.4581
Si -1.3635 1.3443 5.4561
Si 6.7711 4.0779 5.4213
Si 9.5075 6.8298 5.4268
Si 2.7171 0.0202 6.7624
Si 5.4256 2.733 6.7978
Si 2.7294 5.4303 6.8412
Si 5.4479 -2.7242 6.7997
Si -2.7066 -0.0107 6.8358
Si 0.0108 2.7125 6.8038
Si 8.1455 5.4498 6.7635
Si -0.0185 -2.708 6.7964
Si 1.379 1.3539 8.162
Si 4.0908 4.0686 8.1904
Si 1.3344 6.8084 8.1541
Si 4.071 -1.338 8.1308
Si 6.7862 1.3719 8.1517
Si -1.369 4.0986 8.1298
Si 6.8109 -4.0879 8.1569
Si -1.3505 -1.3742 8.1915
Si 0.0294 -0.013 9.5219
Si 2.7318 2.7048 9.543
Si -0.024 5.4467 9.5203
Si 2.6933 -2.6865 9.4829
Si 5.4233 0.0169 9.5151
Si 8.1546 2.7383 9.4921
Si 5.4568 5.4383 9.5236
Si 8.1658 -2.7433 9.5384
O 8.1011 -2.7328 22.184
O 6.8182 -1.3685 15.3824
O -0.7694 1.1261 -1.3541
O 6.8559 1.4007 -5.0685
O 6.6881 4.8183 -1.1725
O 5.8672 4.9934 16.1545
O 7.8271 -1.8032 -10.5104
O 4.3258 -5.0906 21.6217
O 4.0686 -4.0822 15.4685
O 1.3871 4.0774 15.3853
O 4.4762 -1.6619 -6.5423
O -2.6417 2.795 -0.4908
O 5.3955 -0.0694 -0.5118
O -1.7884 3.8575 -10.4592
O 3.4844 1.5619 -1.3316
O 4.6025 -4.3707 -1.2362
O -2.5717 2.1141 -7.1458
O -2.3634 -3.2883 16.0157
O -1.3466 1.3217 15.482
O 6.1965 -4.6127 -5.9187
O 7.7196 3.0915 16.1879
O 3.3085 2.4193 16.0964
O 1.4107 -5.2655 -3.1722
O 4.3613 1.5718 -5.9358
O -2.7114 -2.9604 -3.6243
O -1.0675 -3.584 18.1921
O -1.4142 -1.234 -5.1165
O 5.3389 -3.5559 23.508
O 6.9005 3.5127 24.6141
O 6.5213 0.4145 -10.2904
O 2.1649 1.1919 -7.2455
O 2.2832 -2.3292 16.3676
O 5.1775 0.5224 16.2001
O 3.7177 -2.0826 -9.07
O 6.9889 -0.4587 21.3665
O 7.9468 -2.2395 19.6239
O 6.4334 3.6776 -6.2712
O 7.0017 -1.9754 -1.395
O -2.5889 -0.2736 -8.3307
O 4.5287 4.0741 -10.5464
O -1.458 -4.9155 23.0421
O -0.4323 0.7413 -7.052
O -0.427 -2.2911 20.3563
O -0.4991 -1.9417 -10.4633
O 2.01 4.587 -7.1619
O 3.7964 -5.381 -5.3335
O 6.9277 -5.0514 22.066
O 0.1747 2.5452 21.6653
O -2.3315 3.4173 -4.7779
O -0.1139 -5.3823 -0.3348
O 1.8003 -1.7098 21.4649
O -1.4652 -1.2939 -1.9413
O 1.1313 -0.9421 -5.8777
O -0.4121 -5.0821 16.1978
O 1.4248 -1.4364 18.7314
O 3.0457 -2.3503 23.7438
O 4.4424 1.8399 18.3375
O -1.9091 -3.5247 -8.9347
O 0.3478 -2.7834 -3.9449
O 2.7226 -2.6964 -0.4341
O 2.5623 3.1121 -3.4135
O 1.4275 -3.2237 -9.344
O 5.6063 -5.3767 -3.4447
O 0.3153 -0.1591 -3.4956
O 0.3217 0.245 20.4161
O 4.6246 3.6183 20.2274
O 5.0749 -0.395 -4.3096
O -0.1586 3.6221 -6.1446
O 5.7755 -2.8699 21.0313
O 6.1753 -1.6097 -8.5542
O 5.3969 5.0892 -8.1804
O -2.065 1.4385 20.7582
O 4.874 3.5152 22.8698
O 6.6759 3.3031 -9.5148
O 1.4348 3.727 -1.2668
O 4.3971 0.2829 -8.2663
O -1.9358 -3.758 -1.234
O 8.1504 5.3854 17.4038
O 1.0201 -0.7729 -8.5591
O 6.3608 1.6623 20.0348
O 2.0616 4.4726 -11.1801
O 0.9682 -3.7751 22.9408
O 1.9008 2.1802 23.5948
O 2.5146 3.8568 21.6827
O 4.3191 3.9689 -1.6955
O 5.2821 -1.0782 24.3473
O 1.4868 -4.2596 -5.6113
O -0.7617 -5.2217 -4.5514
O -0.9588 0.3195 22.7247
O -1.8679 -4.4921 20.5003
O 2.8062 0.1136 17.2051
O -1.2534 1.5462 -9.4259
O -2.0127 -3.4276 -6.2768
O 4.9674 2.0824 -3.4266
O 3.2311 -4.0461 -7.5328
O 0.3507 2.5304 -11.2419
O 0.9921 -0.8268 -1.1063
O 7.9876 5.3534 -7.573
O 0.3922 -0.494 16.3852
O 1.9254 -1.1533 -10.99
O 0.6834 -1.3306 23.8683
O 6.3916 3.6706 18.3417
O 6.9207 1.8448 22.6126
O 6.9041 -1.7882 -5.5599
O 4.189 2.784 -8.2857
O 3.5602 -4.4642 -10.1376
O 5.1215 1.5482 24.5712
O -0.0298 3.4157 -3.4931
O 0.272 3.5523 -8.7968
O 4.8344 -3.0418 -4.3724
O -0.3341 -5.0724 -7.574
O 0.6541 4.5063 23.3882

Results
free energy: -155994.832 eV
free energy less fixed offsets of O -570.45, Si -639.56 eV per atom: -7.792 eV

Forces (eV/angstrom), in the order of the atoms: element, x, y, z
Si -0.013 -0.0266 0.1624
Si 0.079 0.0142 0.2078
Si 0.0044 0.0645 0.2321
Si -0.0396 0.0081 0.1937
Si 0.0166 0.0612 0.1931
Si -0.0423 -0.0559 0.2104
Si -0.029 -0.0825 0.1962
Si 0.0667 0.0109 0.1762
Si -0.0033 -0.0274 0.023
Si -0.0095 0.0064 -0.0313
Si 0.0004 -0.0151 -0.0317
Si -0.0177 0.0044 0.0264
Si -0.0003 0.0047 -0.0101
Si -0.007 0.0087 0.0101
Si -0.001 -0.0115 0.0296
Si 0.0084 0.0051 -0.0046
Si -0.0019 -0.0048 0.0236
Si -0.0201 0.0081 0.03
Si -0.0092 0.0027 0.0652
Si -0.0028 -0.0002 0.0636
Si 0.0177 -0.0152 0.0429
Si 0.0036 -0.0058 0.0683
Si 0.0012 -0.0049 0.0201
Si 0.0136 -0.0095 0.0255
Si 0.011 0.0022 -0.0167
Si 0.004 -0.0081 -0.0278
Si -0.014 -0.0208 -0.0087
Si 0.0108 0.0323 -0.0072
Si -0.0324 -0.0112 -0.022
Si 0.0131 0.0329 -0.0187
Si 0.0195 0.0088 -0.0179
Si 0.0079 -0.0266 -0.0316
Si -0.009 0.0083 0.0216
Si -0.0111 0.002 0.0165
Si 0.0095 -0.0034 0.0212
Si 0.0036 -0.0049 0.0174
Si 0.0034 -0.0089 0.0157
Si 0.008 -0.0108 0.0191
Si -0.0121 0.0129 0.0233
Si -0.0056 0.0029 0.0139
Si 0.0128 0.0081 -0.0247
Si -0.0098 -0.0057 -0.0084
Si -0.0113 -0.0086 -0.0561
Si 0.0113 0.0033 -0.0433
Si -0.0161 0.0001 -0.0589
Si -0.0043 0.0217 -0.0367
Si 0.0063 0.0073 -0.0239
Si -0.0127 -0.0148 0.0008
Si 0.0179 0.0216 -0.0129
Si -0.0163 -0.0123 -0.0135
Si -0.0004 -0.0215 -0.0146
Si 0.0106 0.014 -0.0125
Si -0.0014 -0.01 -0.0218
Si 0.0065 0.0048 -0.0063
Si 0.0214 0.0206 -0.0124
Si -0.0255 -0.0058 -0.0204
Si -0.0015 0.0229 -0.1882
Si -0.0339 -0.0151 -0.1689
Si 0.0044 -0.0131 -0.2087
Si 0.0026 0.0203 -0.1783
Si -0.0184 -0.0301 -0.184
Si 0.0295 0.009 -0.1711
Si -0.0008 0.0219 -0.1751
Si -0.0143 0.0097 -0.1759
Si -0.0306 0.0227 0.1787
Si 0.076 -0.0528 -0.1809
Si -0.024 0.005 -0.1104
Si 0.0011 0.0085 0.0099
Si 0.0298 0.0579 -0.1872
Si 0.0114 -0.019 0.1571
Si 0.0222 -0.0083 0.162
Si 0.0213 -0.0078 0.1653
Si -0.0418 -0.0087 0.2641
Si 0.0664 0.0202 0.2061
Si 0.0343 0.0133 -0.2778
Si -0.0017 0.0327 0.109
Si 0.0109 0.0214 0.1299
Si 0.0412 0.0078 -0.1352
Si -0.0195 0.0026 -0.0567
Si 0.0764 0.0316 -0.1383
Si -0.0094 -0.0202 0.1022
Si 0.0021 0.0088 -0.1409
Si 0.0014 -0.0254 -0.0836
Si 0.0411 -0.0297 -0.1668
Si -0.0343 0.0263 -0.1512
Si -0.0091 0.0118 0.0334
Si -0.0577 0.0144 -0.1841
Si -0.0116 0.0014 -0.0428
Si -0.0171 -0.0167 -0.1166
Si -0.0082 -0.0426 0.1667
Si -0.0047 0.0024 0.1582
Si -0.0314 -0.0068 0.1349
Si 0.009 0.0204 0.2778
Si 0.017 0.0039 -0.195
Si 0.0332 0.0006 -0.181
Si 0.0154 -0.0028 0.195
Si -0.0271 -0.0035 0.157
Si -0.0305 0.0212 0.2905
Si -0.0336 -0.0591 -0.2402
Si -0.0208 -0.0457 0.171
Si -0.0318 0.014 0.1957
Si -0.0084 0.0303 0.266
Si -0.0349 0.012 0.2232
Si 0.0164 -0.062 0.0038
Si -0.0058 0.0172 0.2626
Si -0.035 -0.0122 -0.2503
Si 0.0451 -0.0192 -0.2876
Si 0.0306 -0.0352 0.255
Si 0.0263 0.0143 0.0129
Si 0.0069 0.014 0.0592
Si -0.0196 -0.037 -0.2072
Si -0.0099 -0.0558 -0.1494
Si 0.0058 -0.004 0.0057
Si -0.0033 -0.0027 0.0156
Si -0.0124 0.0069 0.0142
Si 0.0011 0.0001 0.0073
Si -0.0074 0.0015 0.0005
Si 0.0145 0.0093 0.0059
Si 0.0027 0.0045 0.009
Si 0.0026 -0.0046 0.0062
Si 0.0176 0.0024 0.0159
Si 0.0055 -0.0011 0.0039
Si -0.007 -0.0001 0.005
Si -0.0006 0.0126 0.0191
Si -0.0054 -0.0019 0.0096
Si 0.0045 0.0114 0.0213
Si 0.0056 -0.0056 0.0089
Si -0.0006 -0.0099 0.0122
Si -0.0065 -0.0008 -0.0139
Si 0.0025 0.0103 -0.0117
Si 0.0077 -0.0011 -0.01
Si -0.0096 -0.0153 -0.0135
Si 0.0068 -0.0002 -0.0085
Si 0.0013 -0.0085 -0.0075
Si -0.0031 -0.0018 -0.0105
Si 0.0013 0.0102 -0.015
Si 0.001 -0.0049 -0.0162
Si 0.0037 0.0109 -0.0075
Si -0.0011 0.0022 -0.0082
Si 0.0023 -0.0102 -0.014
Si 0.0053 0.0048 -0.0107
Si 0.0083 -0.0083 -0.02
Si -0.01 0.0062 -0.0188
Si 0.0008 -0.0003 -0.0109
O -0.0029 -0.013 0.0885
O 0.0018 0.0081 0.0724
O 0.0677 -0.0221 -0.1454
O 0.0336 -0.0023 -0.0628
O -0.0375 0.0813 -0.1441
O 0.0337 -0.0526 0.1183
O -0.0158 0.0037 -0.0291
O -0.017 0.0315 0.0419
O 0.0071 -0.0205 0.0731
O 0.009 -0.004 0.0777
O -0.0328 0.0149 -0.1156
O 0.0039 0.0157 -0.078
O -0.0068 -0.0075 -0.0682
O 0.0012 0.0145 -0.0057
O -0.0419 0.0533 -0.1681
O 0.0584 -0.0609 -0.1556
O 0.0254 -0.022 -0.0871
O 0.0485 -0.0288 0.1317
O -0.0027 0.0023 0.0761
O 0.0453 0.0042 -0.0702
O -0.0541 0.032 0.132
O 0.0576 -0.0111 0.1119
O -0.0083 0.0582 -0.1225
O -0.0541 0.0187 -0.1274
O -0.0159 -0.0166 -0.2353
O 0.0123 0.063 0.1754
O -0.0233 0.0211 -0.0892
O -0.0277 0.0179 0.0959
O 0.0296 0.0248 0.0341
O -0.0178 0.0074 0.0194
O -0.0101 0.0153 -0.0456
O -0.0533 0.0362 0.1364
O -0.017 0.0621 0.121
O -0.0218 0.0075 -0.0541
O -0.0056 0.0067 0.0565
O -0.0604 0.0221 0.0671
O -0.025 -0.001 -0.0614
O 0.0199 -0.0477 -0.1497
O -0.0147 -0.0395 -0.0211
O 0.003 -0.0108 -0.0252
O 0.0295 -0.0333 0.0775
O -0.0087 0.015 -0.0261
O 0.022 0.0028 0.0849
O -0.01 0.0241 -0.0267
O 0.0074 -0.0281 -0.0693
O -0.0218 -0.0285 -0.0688
O -0.0259 -0.0213 0.0517
O 0.0288 0.0563 0.056
O -0.0503 -0.0184 -0.061
O -0.0042 -0.017 -0.0907
O 0.0638 -0.0258 0.1308
O 0.0188 0.0009 -0.1335
O 0.0389 0.0435 -0.1239
O -0.0382 0.0432 0.1465
O -0.0364 -0.0264 0.2413
O 0.0211 0.0036 0.0364
O 0.0158 0.037 0.1589
O 0.0002 0.032 -0.0466
O 0.0207 -0.0143 -0.0596
O 0.0106 -0.0013 -0.0641
O -0.0075 -0.0014 -0.1115
O -0.029 0.004 -0.0201
O 0.0129 0.0296 -0.2006
O 0.0374 -0.0313 -0.1862
O -0.0175 0.0693 0.0819
O -0.0853 0.0883 0.1677
O -0.0099 -0.0209 -0.0758
O 0.0251 -0.0347 -0.1353
O -0.0449 -0.0392 0.0519
O 0.0433 -0.021 -0.0396
O -0.0372 -0.0006 -0.0638
O 0.0285 0.006 0.041
O 0.0084 -0.0104 0.1028
O 0.0241 -0.0182 0.0075
O 0.0079 -0.0201 -0.2293
O 0.0091 0.0137 -0.0748
O -0.043 0.0131 -0.1337
O 0.0163 0.0193 0.098
O 0.0096 -0.036 -0.0719
O 0.0601 -0.06 0.11
O -0.0132 0.0352 0.0408
O 0.0028 -0.0271 0.0318
O 0.033 -0.0322 0.0649
O -0.0488 0.003 0.0315
O -0.0188 -0.0185 -0.0878
O 0.0147 0.0206 0.003
O 0.0477 -0.0029 -0.1155
O -0.0361 -0.002 -0.0742
O -0.0023 -0.0273 0.1153
O -0.0272 -0.0579 0.113
O -0.0089 0.0006 0.0807
O -0.0094 -0.0196 -0.0539
O 0.0177 -0.0551 -0.1094
O 0.0804 -0.0546 -0.1431
O 0.034 0.0201 -0.083
O -0.0154 -0.0249 0.0306
O -0.0247 0.0659 -0.146
O 0.0225 -0.0099 -0.0409
O 0.0312 -0.0423 0.1508
O 0.0061 0.0121 0.0403
O -0.0029 0.0027 0.0686
O -0.0285 -0.0125 0.1547
O -0.0338 0.0402 0.1344
O -0.0031 0.0149 -0.0888
O -0.0017 0.0048 -0.0468
O 0.0226 0.0061 -0.0195
O -0.0295 -0.0145 0.0607
O -0.0686 0.0029 -0.1255
O 0 -0.0091 -0.0415
O -0.0064 0.0239 -0.0588
O 0.009 0.0158 -0.0463
O 0.0067 0.0197 0.0599

The program warned: the cutoff lies below the one the program advises for these potential files; the forces do not sum to zero within the program's tolerance; empty levels may hold ghost states of the PAW files; the exchange-correlation potential is rough where the density is thin.
